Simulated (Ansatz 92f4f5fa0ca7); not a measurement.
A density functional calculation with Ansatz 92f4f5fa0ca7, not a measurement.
Periodic cell of 246 atoms, Si128O86H32, with a vacuum gap, from a study of silicon, its oxide and their interface. The atomic structure is a simulated model.

Settings: functional r2SCAN; potential files Ansatz PAW; basis plane waves; wave-function cutoff 800 eV; density cutoff ratio 5; exchange-correlation grid ratio 1; k mesh 1 x 1 x 1, shifted by 0.5 0.5 0 of a step; self-consistency stop 1e-11 eV per atom in the density residual; occupations fixed; spin none; net charge 0; applied field sawtooth along c, amplitude +0.015 V/angstrom in the program's sign convention, ramp centred at 0.9886 of c and 0.0228 of c wide, no dipole correction.

Cell vectors (angstrom)
a, 10.88, 0, 0
b, 0, 10.88, 0
c, 0, 0, 43.8806

Atoms: element, x, y, z (angstrom)
Si, 5.2233, 10.1865, 28.0999
Si, 9.9089, 12.6147, 27.2787
Si, 5.5558, 7.9917, 31.5976
Si, 4.2157, 17.3104, 30.5163
Si, -0.7256, 11.4583, 30.2157
Si, 1.8069, 14.4627, 30.2189
Si, 9.0679, 18.1068, 30.2929
Si, 2.7291, 8.2362, 28.417
Si, 5.4547, 13.448, 31.5143
Si, 6.8648, 17.4643, 32.9363
Si, 5.938, 14.0134, 21.9269
Si, 8.2878, 10.64, 31.4578
Si, 0.1134, 13.3344, 31.4201
Si, 2.7596, 16.0068, 31.725
Si, 10.817, 18.921, 31.6368
Si, 2.7422, 10.7177, 31.5697
Si, 4.1459, 14.696, 33.0377
Si, 8.1178, 16.2036, 31.3534
Si, 4.1377, 9.3539, 32.8733
Si, 6.8833, 12.0598, 32.7659
Si, 9.5537, 14.7833, 32.6785
Si, 12.2215, 17.4691, 32.8822
Si, 9.5231, 20.2519, 33.0282
Si, 1.4244, 12.0874, 32.953
Si, 2.762, 13.3852, 34.3649
Si, 5.5041, 16.1222, 34.2878
Si, 2.7525, 18.8494, 34.1906
Si, 5.5106, 10.723, 34.202
Si, 8.2299, 13.4327, 34.1187
Si, 10.8614, 16.0995, 34.1966
Si, 8.1876, 18.8326, 34.3231
Si, 10.9295, 10.7316, 34.2873
Si, 4.1544, 12.0159, 35.6467
Si, 6.8942, 14.749, 35.5617
Si, 4.1111, 17.5068, 35.5681
Si, 6.8142, 20.2262, 35.6173
Si, 9.5448, 12.099, 35.5641
Si, 12.2424, 14.7902, 35.6172
Si, 9.5669, 17.46, 35.6305
Si, 12.2901, 20.2052, 35.5753
Si, 5.5347, 13.418, 36.9423
Si, 8.1975, 16.0953, 36.9712
Si, 5.4411, 18.8511, 36.9572
Si, 8.2183, 10.714, 36.9306
Si, 10.8831, 13.4155, 36.9593
Si, 2.7607, 16.1707, 36.936
Si, 10.9534, 18.8471, 36.9453
Si, 2.7529, 10.6543, 36.9633
Si, 6.8284, 10.9196, 6.8824
Si, 9.4825, 13.5763, 6.9159
Si, 6.7385, 16.2783, 6.9612
Si, 9.5516, 8.1719, 6.9373
Si, 12.219, 10.8613, 6.9741
Si, 4.1125, 13.638, 6.9558
Si, 12.2551, 5.4478, 6.9031
Si, 14.9238, 8.1493, 6.9101
Si, 5.4374, 9.5567, 8.1642
Si, 8.1335, 12.2542, 8.3396
Si, 5.422, 14.9589, 8.4224
Si, 8.1351, 6.7945, 8.1869
Si, 10.8808, 9.5059, 8.3732
Si, 13.6227, 12.2493, 8.2309
Si, 10.8802, 14.9384, 8.2048
Si, 13.599, 6.7827, 8.3176
Si, 6.7695, 8.1783, 9.4725
Si, 9.4846, 10.8806, 9.7043
Si, 6.7955, 13.5836, 9.7909
Si, 9.4649, 5.4003, 9.492
Si, 12.2517, 8.1116, 9.7158
Si, 4.1299, 10.9143, 9.5506
Si, 12.2596, 13.5919, 9.5542
Si, 4.0538, 16.3592, 9.7732
Si, 8.0385, 9.4757, 10.9468
Si, 10.9199, 12.2601, 10.9594
Si, 8.2162, 15.0075, 11.0445
Si, 10.7577, 6.7013, 10.9161
Si, 2.8737, 9.5011, 10.9169
Si, 5.3986, 12.198, 11.1101
Si, 13.4951, 14.9589, 11.0358
Si, 5.5188, 6.9142, 10.9899
Si, 6.3468, 10.3826, 12.3287
Si, 9.9945, 14.0117, 12.2466
Si, 3.9575, 12.208, 30.2096
Si, 8.9784, 7.6839, 12.1129
Si, 1.6837, 11.0483, 12.1486
Si, 3.7409, 13.3739, 12.3498
Si, 9.5777, 5.4177, 18.5296
Si, 4.6189, 8.6838, 12.299
Si, 3.8803, 7.5064, 14.2065
Si, 10.0736, 7.9116, 20.2408
Si, 7.2819, 5.9473, 12.2323
Si, 8.5781, 14.9048, 21.0373
Si, 2.5229, 10.2032, 24.4296
Si, 1.4681, 14.9413, 22.5121
Si, 10.4133, 12.5834, 22.0418
Si, 5.0715, 13.9786, 15.1236
Si, 10.4138, 7.7911, 14.8027
Si, 11.5708, 10.6689, 19.8723
Si, 10.0161, 17.0486, 22.6148
Si, 8.1284, 6.9747, 16.6076
Si, 5.8217, 14.3841, 24.9556
Si, 7.1294, 9.0793, 20.2662
Si, 3.1457, 9.7718, 21.4384
Si, 11.9839, 6.1709, 14.1334
Si, 5.2063, 11.2945, 25.1521
Si, 4.4379, 7.4347, 19.9034
Si, 13.0528, 11.1112, 17.416
Si, 4.0253, 8.6952, 17.1616
Si, 0.9764, 9.7289, 30.3881
Si, 2.9981, 15.583, 25.0747
Si, 5.9472, 10.8778, 22.3152
Si, 9.9943, 18.7689, 25.0074
Si, 3.1658, 13.8562, 17.5498
Si, 9.556, 17.1517, 27.4726
Si, 7.0625, 11.7317, 15.0958
Si, 3.5985, 4.4213, 20.3885
Si, 2.2012, 18.4236, 25.5696
Si, 6.3616, 15.1272, 30.1075
Si, 11.4458, 4.1265, 16.337
Si, 9.7073, 13.1267, 14.4166
Si, 11.4967, 10.5594, 14.885
Si, 6.9343, 9.7661, 17.4038
Si, 11.6067, 4.9181, 12.1989
Si, 10.3645, 10.891, 24.7001
Si, 0.9049, 15.0111, 27.3562
Si, 7.2137, 8.9499, 30.208
Si, 7.6184, 14.8349, 27.3759
Si, 6.3391, 5.6712, 14.3876
O, 6.9018, 10.6987, 13.8551
O, 3.1571, 18.0377, 29.5204
O, 1.5256, 9.1957, 28.919
O, 12.1149, 10.1624, 13.4471
O, 8.7087, 13.6692, 27.3178
O, 4.7143, 11.4842, 28.9431
O, 9.8967, 17.8046, 28.8997
O, 7.0735, 9.9687, 21.6127
O, 7.8032, 8.4314, 17.1846
O, 9.5892, 6.9848, 15.935
O, 0.7109, 18.5654, 25.0001
O, 11.7398, 11.2354, 18.3656
O, 10.6869, 16.1265, 26.9414
O, 5.2475, 16.2839, 29.7518
O, 4.2143, 14.3592, 16.4324
O, 12.2269, 5.2264, 15.4465
O, 4.5463, 10.5353, 21.5956
O, 4.2936, 5.8787, 20.2967
O, 4.1915, 14.0397, 13.7675
O, 2.1885, 18.2525, 27.1683
O, 5.7105, 12.8095, 25.2341
O, 9.8638, 11.7032, 28.6099
O, 5.3951, 9.5266, 17.0076
O, 7.0234, 6.6094, 15.5106
O, 9.2342, 4.2543, 19.5892
O, 10.6272, 11.6317, 20.7555
O, 1.0838, 10.7486, 24.8925
O, 2.9993, 8.9031, 25.2566
O, 8.5116, 8.276, 20.2904
O, 12.5958, 11.2101, 15.8684
O, 4.1603, 7.5571, 18.3054
O, 10.3996, 14.1552, 15.4534
O, 9.7764, 11.6872, 25.9712
O, 13.5339, 12.2207, 12.7624
O, 13.3159, 6.9975, 13.7018
O, 3.6229, 11.3333, 24.7743
O, 5.6535, 12.4867, 15.318
O, 2.4369, 9.7328, 22.8868
O, 12.5455, 14.0578, 17.0073
O, 4.4832, 14.3055, 21.3053
O, 8.8167, 16.2428, 21.9061
O, 4.8017, 6.175, 14.3022
O, 4.0315, 9.1063, 28.0596
O, 0.8678, 13.4531, 22.3169
O, 2.5284, 14.8489, 23.7203
O, 9.2042, 13.6049, 21.7537
O, 8.2032, 5.8739, 17.7896
O, 2.8818, 13.3359, 29.6661
O, 10.9422, 9.1708, 15.5032
O, 13.0415, 4.547, 21.1321
O, 13.0628, 10.6336, 20.4862
O, 9.3686, 18.3722, 26.4376
O, 6.2184, 12.4382, 22.0648
O, 6.548, 9.5328, 28.7925
O, 10.0442, 11.6887, 23.3343
O, 2.1327, 15.153, 26.3499
O, 8.2039, 16.3058, 27.6851
O, 6.6692, 14.4701, 28.6361
O, 5.9283, 7.9917, 20.2063
O, 9.3945, 8.2304, 13.6128
O, 1.3032, 15.2783, 28.8971
O, 3.4164, 14.6721, 18.9149
O, 6.9738, 14.9508, 25.9124
O, 10.5713, 18.2496, 21.6813
O, 10.2791, 6.7131, 19.1872
O, 0.3235, 16.0009, 22.9378
O, 10.6404, 4.8176, 17.5166
O, 0.3862, 13.4863, 27.2156
O, 8.1477, 12.8819, 14.7708
O, 6.1218, 14.6726, 23.3957
O, 2.9249, 17.181, 24.8604
O, 9.3965, 17.7252, 23.9359
O, 9.6717, 9.4273, 24.6433
O, 6.9961, 14.6702, 20.9052
O, 3.2716, 12.2518, 17.7672
O, 3.6825, 8.1032, 15.7037
O, 4.497, 15.1579, 25.3967
O, 10.3529, 11.6507, 14.5964
O, 7.4836, 10.9475, 16.4506
O, 3.3874, 8.3042, 20.7933
O, 7.0531, 10.0899, 18.9877
O, 6.2881, 4.1515, 14.9468
O, 5.5447, 10.5908, 26.5648
O, 10.9464, 9.1872, 19.8212
O, 5.944, 10.552, 23.9068
O, 2.8476, 9.6694, 17.6568
H, 6.3539, 12.5935, 37.8747
H, 4.7176, 14.2444, 37.8747
H, 7.3716, 16.9131, 37.9037
H, 9.0217, 15.2759, 37.9037
H, 6.259, 18.0254, 37.8896
H, 4.6027, 19.656, 37.8896
H, 7.4001, 11.5394, 37.863
H, 9.0374, 9.8895, 37.863
H, 10.062, 14.238, 37.8917
H, 11.7034, 12.5922, 37.8917
H, 1.9511, 17.0046, 37.8684
H, 3.5935, 15.36, 37.8684
H, 11.7905, 18.0408, 37.8777
H, 10.1325, 19.6697, 37.8777
H, 1.933, 11.4779, 37.8957
H, 3.5593, 9.8173, 37.8957
H, 5.9956, 11.7303, 5.9499
H, 7.6455, 10.0932, 5.9499
H, 10.3083, 12.7586, 5.9835
H, 8.6646, 14.402, 5.9835
H, 5.9322, 17.1153, 6.0287
H, 7.5769, 15.4735, 6.0287
H, 8.7325, 8.9964, 6.0049
H, 10.3699, 7.3466, 6.0049
H, 13.0402, 10.0389, 6.0417
H, 11.3948, 11.6807, 6.0417
H, 4.9221, 12.8042, 6.0234
H, 3.2754, 14.4443, 6.0234
H, 13.0761, 4.6251, 5.9707
H, 11.4361, 6.2723, 5.9707
H, 15.7437, 7.3256, 5.9776
H, 14.1035, 8.9726, 5.9776

Results
free energy: -131431.551 eV
free energy less fixed offsets of H -15.71, O -570.45, Si -639.56 eV per atom: -6.451 eV

Forces (eV/angstrom), in the order of the atoms: element, x, y, z
Si, -0.002, -0.0021, 0.0729
Si, 0.0006, 0.0001, 0.0736
Si, -0.005, -0.0226, -0.0169
Si, 0.0012, -0.0061, 0.0181
Si, 0.0004, 0.0044, 0.0277
Si, 0.0013, -0.002, 0.0433
Si, 0.0068, -0.0067, 0.0354
Si, -0.0014, 0.0013, 0.0661
Si, 0.0076, 0.0188, -0.0154
Si, 0.0086, 0.0191, 0.0053
Si, 0.0053, 0.0092, 0.0636
Si, 0.0209, 0.0051, -0.0126
Si, 0.0021, -0.0159, -0.0162
Si, 0.0161, 0.0046, -0.0151
Si, 0.0008, 0.0211, -0.0177
Si, -0.0165, -0.0016, -0.0131
Si, -0.0239, -0.0069, 0.0027
Si, -0.02, -0.0068, -0.014
Si, 0.0126, 0.0122, 0.0124
Si, -0.0209, -0.0143, 0.0138
Si, 0.0138, 0.0214, 0.0113
Si, -0.0068, -0.0154, 0.0079
Si, -0.0106, -0.0217, 0.0036
Si, 0.0218, 0.0148, 0.0038
Si, 0.0066, -0.0011, 0.0026
Si, -0.0143, -0.0094, 0.0122
Si, -0.0027, -0.012, 0.0212
Si, -0.0196, 0.0002, 0.032
Si, 0.0063, 0.0096, 0.0403
Si, 0.0052, 0.0051, 0.0285
Si, 0.0061, -0.0047, 0.0102
Si, 0.0052, 0.0078, 0.017
Si, -0.0205, 0.0214, 0.1498
Si, -0.0269, 0.0202, 0.2157
Si, 0.0125, -0.0047, 0.1965
Si, 0.0289, -0.0137, 0.152
Si, 0.0118, -0.0184, 0.2106
Si, 0.025, -0.0084, 0.148
Si, -0.0207, 0.0099, 0.1531
Si, 0.0046, -0.0114, 0.2068
Si, -0.1018, -0.167, 0.3313
Si, 0.1305, 0.1166, 0.3349
Si, 0.0776, 0.1361, 0.3014
Si, -0.1666, -0.0408, 0.2726
Si, 0.1029, 0.1604, 0.3817
Si, -0.1512, -0.1228, 0.3099
Si, -0.1151, -0.1005, 0.3108
Si, 0.2107, 0.0375, 0.3781
Si, -0.1041, -0.0594, -0.3383
Si, 0.1095, 0.0521, -0.3069
Si, 0.0814, 0.1665, -0.3788
Si, -0.073, -0.0735, -0.3501
Si, 0.086, 0.0252, -0.3092
Si, -0.0973, -0.1066, -0.2567
Si, -0.0188, -0.113, -0.2724
Si, 0.0329, 0.1176, -0.3215
Si, -0.0201, 0.0149, -0.1651
Si, 0.021, -0.0167, -0.2
Si, -0.0097, 0.0018, -0.1753
Si, -0.0085, -0.006, -0.1507
Si, -0.0096, 0.0113, -0.1826
Si, 0.0013, 0.0081, -0.1469
Si, 0.0276, -0.0182, -0.1653
Si, -0.0109, 0.0041, -0.2083
Si, 0.0133, 0.0076, -0.0005
Si, -0.0002, 0.0023, -0.0277
Si, -0.0022, 0.0028, -0.0464
Si, 0.0069, 0.0111, -0.0003
Si, 0.005, -0.0027, -0.0217
Si, 0.0055, -0.0147, -0.0064
Si, -0.0199, -0.002, -0.0007
Si, -0.0074, 0.0023, -0.0391
Si, -0.0382, -0.0303, -0.01
Si, 0.0268, 0.0292, -0.0099
Si, 0.0359, 0.0361, -0.0136
Si, -0.0307, -0.0354, -0.0117
Si, 0.0157, 0.0118, -0.0078
Si, -0.0306, -0.0305, -0.0077
Si, -0.0349, -0.0274, -0.0113
Si, 0.0234, 0.0373, -0.0076
Si, 0.015, 0.0095, 0.0226
Si, 0.0059, -0.0111, 0.0068
Si, -0.0107, 0.0026, 0.0383
Si, 0.0126, 0.0073, 0.0241
Si, -0.0214, -0.0149, 0.027
Si, 0.0061, 0.0131, 0.0349
Si, -0.0075, -0.0044, 0.0785
Si, -0.0173, -0.0102, 0.0021
Si, -0.0124, 0.0066, 0.0554
Si, 0.006, 0.0071, 0.0642
Si, -0.0064, -0.0074, 0.0002
Si, -0.0185, -0.0034, 0.0645
Si, 0.0006, -0.0023, 0.0676
Si, 0.0072, -0.0068, 0.0681
Si, 0.0021, -0.0067, 0.0691
Si, -0.0127, 0.0034, 0.0632
Si, -0.0026, -0.0051, 0.0373
Si, -0.0119, 0.0041, 0.0731
Si, 0.0016, 0.0019, 0.0726
Si, -0.0009, -0.0012, 0.0724
Si, 0.0161, 0.0104, 0.0739
Si, 0.004, 0.0089, 0.0677
Si, -0.003, 0.0093, 0.0693
Si, 0.0054, -0.0113, 0.0353
Si, 0.0053, -0.0041, 0.0781
Si, -0.0053, 0.0053, 0.0637
Si, -0.0095, 0.0001, 0.0641
Si, 0.0094, -0.0009, 0.0712
Si, -0.0034, -0.0029, 0.0208
Si, -0.0003, -0.0077, 0.0784
Si, -0.0013, 0.0088, 0.075
Si, 0.0074, -0.007, 0.0652
Si, 0.0001, 0.014, 0.0747
Si, -0.0005, 0.001, 0.061
Si, -0.0051, -0.0026, 0.0609
Si, -0.0075, -0.0087, 0.0751
Si, 0.0012, -0.0032, 0.048
Si, 0.0029, 0.0022, 0.0436
Si, 0.0084, -0.0042, 0.0663
Si, 0.0067, -0.0068, 0.0395
Si, 0.0109, 0.0035, 0.0493
Si, -0.0057, -0.0091, 0.0732
Si, 0.0168, 0.0075, 0.0099
Si, 0.0015, 0.001, 0.0768
Si, -0.0043, -0.0017, 0.0644
Si, -0.0083, 0.0005, 0.03
Si, 0.0033, -0.0078, 0.0692
Si, 0.0011, -0.0059, 0.0522
O, -0.0047, -0.0127, -0.0417
O, -0.0135, 0.0153, -0.0367
O, 0.0176, -0.015, -0.032
O, 0.0077, 0.0017, -0.0313
O, 0.0007, -0.002, -0.0175
O, 0.0093, -0.0088, -0.0251
O, 0.009, -0.0125, -0.0442
O, 0.0155, -0.0207, -0.037
O, 0.0066, -0.0102, -0.0237
O, 0.0149, 0.0003, -0.0358
O, -0.008, 0.0067, -0.0198
O, 0.0197, 0.0078, -0.044
O, 0.007, 0.0043, -0.0164
O, 0.0066, -0.0051, -0.0159
O, 0.0202, 0.0019, -0.0461
O, 0.004, 0.015, -0.0337
O, -0.0096, -0.0125, -0.0257
O, 0.0011, 0.0141, -0.0223
O, -0.0074, 0.0016, -0.0413
O, -0.0085, -0.0084, -0.063
O, -0.0035, 0.004, -0.0259
O, -0.0016, 0.0154, -0.0519
O, -0.0027, 0.0016, -0.0232
O, -0.0127, -0.0135, -0.0439
O, 0.0154, 0.0133, -0.0472
O, 0.0058, -0.0155, -0.0368
O, 0.0064, 0.0009, -0.0261
O, 0, 0.0121, -0.034
O, 0.001, -0.0039, -0.0191
O, -0.0158, -0.0018, -0.0419
O, 0.0009, 0.0092, -0.0515
O, -0.0102, -0.0146, -0.0387
O, 0.0048, -0.018, -0.0473
O, 0.0075, 0.0065, -0.0241
O, 0.0036, -0.0036, -0.0278
O, -0.0042, 0.0016, -0.0218
O, 0.001, 0.0043, -0.0222
O, 0.0043, -0.0051, -0.0569
O, -0.0138, 0.0054, -0.0263
O, -0.0139, 0.0128, -0.0326
O, -0.0067, -0.009, -0.0278
O, -0.0032, -0.0029, -0.019
O, 0.0046, 0.0075, -0.022
O, -0.004, -0.0028, -0.0182
O, -0.0095, -0.0088, -0.0463
O, -0.0002, 0.0058, -0.0235
O, -0.0108, 0.0088, -0.0355
O, 0.0006, -0.0031, -0.0121
O, 0.0033, -0.0064, -0.0242
O, 0.0172, 0.0017, -0.042
O, -0.0138, 0.0041, -0.0361
O, 0.0053, 0.0143, -0.0459
O, 0.0009, 0.0063, -0.0224
O, -0.0116, 0.0102, -0.0277
O, 0.0009, 0.0218, -0.0509
O, 0.0203, 0.0023, -0.043
O, 0.0023, 0.001, -0.0229
O, 0.0148, -0.0016, -0.0499
O, -0.0033, -0.0057, -0.0219
O, -0.014, 0.0042, -0.028
O, -0.0137, 0.0007, -0.0443
O, -0.0047, -0.0132, -0.0585
O, -0.0124, -0.0089, -0.04
O, -0.0061, 0.0091, -0.0451
O, -0.004, -0.0167, -0.0347
O, -0.0006, 0.0022, -0.0196
O, 0.0129, -0.0128, -0.0422
O, -0.0059, 0, -0.0189
O, 0.0051, 0.006, -0.0203
O, 0.0011, -0.0047, -0.0539
O, 0.0018, -0.0143, -0.0249
O, -0.0001, -0.0132, -0.0432
O, 0.0041, 0, -0.0183
O, 0.0035, 0.0105, -0.0217
O, -0.0001, 0.0088, -0.0287
O, 0.002, -0.0156, -0.0582
O, 0.0008, -0.0029, -0.0238
O, -0.0033, 0.0018, -0.0222
O, -0.0025, 0.0191, -0.0384
O, 0.0126, -0.0194, -0.0331
O, -0.0008, 0.0097, -0.0534
O, -0.0001, 0.0089, -0.0259
O, 0.0009, 0.0123, -0.0531
O, 0.0045, 0.0012, -0.0229
O, 0.0078, -0.0003, -0.0447
O, 0.0045, -0.0011, -0.0276
H, -0.3281, 0.3804, -0.2232
H, 0.2706, -0.1806, -0.2891
H, 0.1909, -0.2741, -0.2957
H, -0.3755, 0.3658, -0.2357
H, -0.2216, 0.2393, -0.3063
H, 0.3533, -0.3705, -0.2502
H, 0.3459, -0.3527, -0.2355
H, -0.2031, 0.3003, -0.3064
H, 0.3695, -0.3762, -0.2371
H, -0.2624, 0.2064, -0.2987
H, 0.3926, -0.358, -0.2379
H, -0.2569, 0.1859, -0.2941
H, -0.3568, 0.3771, -0.2466
H, 0.2437, -0.266, -0.279
H, 0.2369, -0.2257, -0.3045
H, -0.4049, 0.3363, -0.2195
H, 0.4013, -0.214, 0.2208
H, -0.1735, 0.373, 0.2586
H, -0.4116, 0.1778, 0.2313
H, 0.2677, -0.3318, 0.2519
H, 0.1423, -0.4576, 0.2566
H, -0.4235, 0.1753, 0.2741
H, 0.3549, -0.199, 0.2828
H, -0.2399, 0.3986, 0.2678
H, -0.3896, 0.2543, 0.2637
H, 0.2416, -0.3281, 0.2893
H, -0.1773, 0.4101, 0.2941
H, 0.411, -0.1946, 0.286
H, -0.2699, 0.3536, 0.2366
H, 0.3572, -0.2586, 0.2642
H, -0.3143, 0.2691, 0.2498
H, 0.2191, -0.4316, 0.2191

The program warned: the cutoff lies below the one the program advises for these potential files; the forces do not sum to zero within the program's tolerance; empty levels may hold ghost states of the PAW files; the exchange-correlation potential is rough where the density is thin.
